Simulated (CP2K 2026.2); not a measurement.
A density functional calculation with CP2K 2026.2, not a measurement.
Periodic cell of 513 atoms, Si360O153, from a study of silicon, its oxide and their interface. The atomic structure is a simulated model.
Doubt: the forces sum to 1.51 eV/angstrom along one axis rather than to zero, so they err by at least 0.0029 eV/angstrom per atom on average; the grid cutoff is modest.

Settings: functional PBE; method Gaussian and plane waves; basis set DZVP-MOLOPT-SR-GTH; pseudopotentials GTH-PBE; grid cutoff 350 Ry, relative cutoff 50 Ry; k points Gamma only; occupations fixed; spin none; net charge 0.

Cell vectors (angstrom)
a 16.32 0 0
b 0 16.32 0
c -1.6892 -4.8245 34.3262

Atoms and the computed forces on them: element, x, y, z (angstrom), force x, y, z (eV/angstrom)
Si 15.488 14.518 0.027 0.02 0.022 -0.04
Si 1.853 0.958 0.18 0.032 -0.043 0.001
Si 14.313 4.587 0.088 -0.014 0.029 0.045
Si 0.799 7.171 0.209 -0.01 0.163 0.568
Si 15.568 8.979 0.375 0.049 -0.033 0.101
Si 0.86 12.69 0.104 -0.218 0.268 0.528
Si 3.559 15.539 0.012 -0.13 0.188 0.678
Si 6.514 1.893 0.043 0.025 -0.014 -0.101
Si 4.843 3.682 0.157 -0.107 -0.307 0.442
Si 6.203 7.152 0.127 0.005 0.008 0.003
Si 4.534 8.875 0.094 0.009 -0.081 -0.043
Si 7.281 11.758 0.112 0.232 -0.208 0.603
Si 10.014 14.506 0.089 0.018 -0.035 -0.004
Si 11.59 1.962 0.103 -0.055 0.086 0.552
Si 9.923 3.69 0.273 -0.046 0.007 -0.013
Si 12.606 6.307 0.131 0.213 -0.14 0.519
Si 8.981 10.022 0.088 -0.041 0.051 0.008
Si 11.767 12.752 0.117 -0.233 0.161 0.543
Si 0.095 -0.071 1.387 -0.047 -0.006 -0.025
Si 2.891 2.754 1.264 0.004 0.046 -0.04
Si 16.137 5.426 1.402 -0.044 -0.044 -0.053
Si 2.708 8.052 1.35 -0.044 0.036 0.003
Si 0.031 10.91 1.451 -0.003 0.036 -0.02
Si 2.659 13.703 1.275 0.008 0.027 -0.067
Si 5.427 0.114 1.224 0.008 -0.019 -0.095
Si 8.167 2.735 1.495 0.007 0.028 -0.009
Si 5.475 5.441 1.598 0.045 -0.032 0.061
Si 8.042 8.183 1.264 0 0.002 -0.063
Si 5.465 10.753 1.264 0.016 0.026 -0.067
Si 8.247 13.535 1.355 0.006 -0.003 -0.072
Si 10.873 0.029 1.312 -0.033 -0.023 -0.014
Si 13.442 2.794 1.347 0.011 -0.028 -0.069
Si 10.933 5.393 1.503 0.019 0.052 -0.026
Si 13.635 8.071 1.363 -0.044 -0.021 -0.069
Si 10.777 10.964 1.346 -0.001 0.001 -0.063
Si 13.627 13.656 1.291 0.04 0.029 0.014
Si 14.941 1.377 2.577 -0.016 -0.017 0.004
Si 1.359 4.055 2.586 0.009 -0.002 -0.025
Si 14.899 6.771 2.874 -0.006 -0.018 -0.075
Si 1.474 9.561 2.739 -0.029 -0.073 -0.073
Si 14.873 12.214 2.728 -0.011 0.042 -0.026
Si 1.384 14.943 2.83 0.004 0.05 -0.024
Si 4.159 1.419 2.749 0.008 0.002 -0.038
Si 6.925 4.155 2.884 -0.008 0.001 -0.005
Si 3.959 6.708 2.83 -0.016 0.034 -0.062
Si 6.756 9.476 2.77 0.043 -0.014 -0.044
Si 4.073 12.232 2.534 -0.027 -0.011 0.003
Si 6.79 14.973 2.555 -0.004 0.014 -0.006
Si 9.459 1.255 2.768 0.033 0.053 -0.006
Si 12.22 4.051 2.913 0.01 -0.024 -0.043
Si 9.481 6.848 2.638 -0.024 -0.013 0.017
Si 12.214 9.527 2.594 0.026 0.04 -0.006
Si 9.524 12.255 2.844 -0.022 -0.019 -0.014
Si 12.329 15.074 2.685 -0.025 -0.043 -0.032
Si 13.655 0.061 4.071 0.005 0.014 0.044
Si 0.008 2.698 3.977 0.009 0 0
Si 13.582 5.415 4.228 0.008 -0.002 0.019
Si 0.026 8.192 4.073 -0.033 0.01 -0.023
Si 13.533 10.852 4.059 0.001 -0.019 0.02
Si -0.03 13.562 4.091 0.006 0.006 -0.019
Si 2.773 0.032 4.093 -0.026 -0.006 0
Si 5.495 2.754 4.133 -0.009 -0.024 0.013
Si 2.61 5.363 4.122 -0.012 -0.007 0.047
Si 5.381 8.12 4.106 0.016 0.002 -0.018
Si 2.795 10.926 4.068 0.031 0.004 0.021
Si 5.437 13.593 3.932 0.009 -0.009 0.018
Si 8.097 -0.075 4.085 -0.021 -0.013 0.015
Si 10.822 2.649 4.139 0.004 0.008 0.008
Si 8.244 5.53 4.169 0.02 -0.026 0.03
Si 10.864 8.188 4.004 -0.002 -0.005 0.009
Si 8.131 10.856 4.116 0.032 0.011 0
Si 10.941 13.666 4.061 -0.01 0.015 -0.017
Si 14.968 14.969 5.432 -0.008 0.022 0.012
Si 1.357 1.368 5.409 -0.037 0.031 -0.005
Si 15.006 4.036 5.452 0.027 -0.025 -0.011
Si 1.324 6.8 5.462 0.011 -0.022 -0.007
Si 14.949 9.53 5.416 -0.001 -0.001 0.004
Si 1.369 12.227 5.427 -0.008 -0.005 -0.004
Si 4.117 14.938 5.392 0.038 -0.016 -0.015
Si 6.804 1.337 5.464 0.021 0.007 0.009
Si 4.058 4.065 5.457 -0.02 -0.001 0.007
Si 6.786 6.819 5.477 0.022 -0.007 -0.004
Si 4.092 9.537 5.454 -0.012 0.018 0.026
Si 6.765 12.261 5.397 -0.019 0.018 -0.002
Si 9.522 14.947 5.436 -0.015 0.008 -0.007
Si 12.251 1.346 5.464 -0.005 -0.003 -0.003
Si 9.537 4.081 5.493 0.004 0.024 0.01
Si 12.191 6.831 5.454 -0.019 0.009 -0.004
Si 9.523 9.512 5.436 0.022 -0.024 -0.006
Si 12.233 12.254 5.429 -0.003 0.001 0.007
Si 0.012 0.005 6.786 0.011 -0.018 0.008
Si 2.706 2.708 6.808 0.011 -0.004 0
Si -0.007 5.43 6.825 -0.022 0.011 0.001
Si 2.714 8.164 6.792 -0.014 0.01 0.003
Si -0.003 10.876 6.784 -0.006 -0.011 0.008
Si 2.732 13.604 6.768 -0.009 0.017 -0.004
Si 5.442 -0.029 6.802 0.01 0.004 0.004
Si 8.155 2.712 6.819 -0.003 0.004 0.003
Si 5.422 5.437 6.809 -0.009 -0.003 -0.004
Si 8.161 8.172 6.816 -0.008 0.01 0.008
Si 5.444 10.902 6.8 0.017 -0.015 0.006
Si 8.153 13.586 6.78 0.023 -0.011 -0.003
Si 10.876 -0.014 6.806 0.002 0.02 -0.003
Si 13.617 2.708 6.811 0.003 0 0.001
Si 10.884 5.451 6.839 0.004 -0.03 0.015
Si 13.59 8.176 6.791 0.005 -0.007 0.008
Si 10.872 10.891 6.789 -0.016 0.015 0.008
Si 13.601 13.604 6.788 0.004 -0.004 0.003
Si 14.96 1.336 13.603 0.019 -0.017 0.001
Si 1.35 4.079 13.602 0.008 -0.009 0.005
Si 14.963 6.819 13.628 -0.011 0.007 -0.001
Si 1.363 9.54 13.604 0.006 0.004 0.002
Si 14.964 12.236 13.598 -0.018 -0.01 -0.007
Si 1.361 -1.382 13.589 -0.005 0.007 -0.01
Si 4.074 1.356 13.569 0 0.01 -0.005
Si 6.81 4.097 13.568 0.001 -0.004 -0.009
Si 4.082 6.811 13.602 0.004 0.003 0
Si 6.796 9.514 13.578 -0.004 0.01 -0.001
Si 4.04 12.239 13.598 -0.006 -0.014 0.005
Si 6.785 -1.392 13.592 0.007 0.001 0.011
Si 9.526 1.361 13.591 -0.021 0.024 0.005
Si 12.254 4.085 13.55 -0.011 0.002 -0.011
Si 9.522 6.819 13.601 -0.011 -0.014 0
Si 12.245 9.525 13.622 0.005 0.004 -0.002
Si 9.53 12.223 13.634 0.001 -0.019 -0.007
Si 12.258 -1.358 13.61 0.008 -0.007 -0.004
Si 13.62 -0.019 14.998 -0.013 0.022 -0.004
Si -0.014 2.708 14.955 -0.028 0.015 -0.013
Si 13.563 5.448 14.944 0.012 -0.035 -0.015
Si 0.027 8.186 14.979 -0.016 0.002 0
Si 13.615 10.886 14.976 0.014 0.011 0.002
Si 0.032 13.556 14.963 0.007 -0.007 -0.003
Si 2.714 -0.004 14.928 -0.006 -0.013 -0.006
Si 5.44 2.733 14.897 -0.002 -0.001 -0.016
Si 2.708 5.453 14.948 -0.018 0.011 0.007
Si 5.463 8.163 14.962 -0.015 -0.028 0
Si 2.69 10.904 15 -0.021 0.027 0.004
Si 5.375 13.604 14.956 0.008 0.013 -0.004
Si 8.162 -0.031 14.92 0.001 0.015 0.012
Si 10.933 2.719 14.918 0.028 -0.006 -0.014
Si 8.146 5.467 14.944 -0.004 0.012 0.011
Si 10.874 8.175 14.982 0.005 0.01 0.003
Si 8.14 10.847 14.967 0.015 -0.011 -0.004
Si 10.921 13.587 14.972 0 0.004 -0.018
Si 15.007 -1.42 16.31 -0.012 -0.023 -0.004
Si 1.398 1.378 16.286 -0.013 -0.005 0.022
Si 14.884 4.045 16.282 0.002 -0.03 -0.014
Si 1.33 6.772 16.34 0.024 0.004 0.015
Si 15.033 9.595 16.34 0.036 0.038 -0.026
Si 1.347 12.248 16.437 -0.003 -0.016 -0.009
Si 3.996 -1.374 16.344 -0.006 -0.003 -0.006
Si 6.729 1.298 16.221 -0.019 -0.006 0.004
Si 4.13 4.13 16.262 0.014 0.011 -0.011
Si 6.82 6.827 16.366 0.009 0.002 -0.008
Si 4.063 9.506 16.285 0.034 0.011 0.002
Si 6.742 12.224 16.26 -0.025 -0.033 0.001
Si 9.573 -1.338 16.288 -0.003 0.017 -0.026
Si 12.266 1.379 16.347 -0.006 -0.006 -0.023
Si 9.567 4.103 16.209 -0.037 -0.005 -0.024
Si 12.262 6.839 16.335 -0.01 0.025 0.031
Si 9.469 9.477 16.369 -0.021 0.008 -0.017
Si 12.253 12.212 16.361 -0.02 -0.005 0.015
Si 0.056 -0.024 17.614 -0.015 -0.005 -0.001
Si 2.766 2.802 17.593 -0.01 -0.012 0.009
Si -0.123 5.397 17.629 -0.007 0.03 0.003
Si 2.749 8.123 17.658 0.008 0.015 0.017
Si 0.034 10.875 17.864 -0.016 -0.01 0.007
Si 2.653 13.652 17.823 0.002 0.036 -0.013
Si 5.316 0.027 17.662 0.039 0.035 -0.025
Si 8.209 2.634 17.402 0.057 -0.01 -0.001
Si 5.449 5.464 17.696 -0.041 0.003 -0.011
Si 8.175 8.109 17.833 0.026 0.001 -0.01
Si 5.392 10.872 17.649 -0.002 -0.007 -0.027
Si 8.113 13.639 17.515 0.019 -0.049 0.009
Si 10.939 -0.003 17.699 -0.045 -0.021 -0.001
Si 13.595 2.732 17.766 -0.003 -0.015 -0.014
Si 10.842 5.48 17.641 0.014 -0.036 0.052
Si 13.707 8.216 17.64 -0.019 -0.031 0.041
Si 10.815 10.865 17.687 0.008 0.065 0.026
Si 13.711 13.501 17.707 0.032 -0.015 0.002
Si 15.086 1.351 18.987 -0.042 0.023 0.017
Si 1.328 4.094 18.911 -0.024 0.016 0.002
Si 14.954 6.796 19.072 0.029 -0.006 0.004
Si 1.402 9.39 19.119 0.006 0.039 0.048
Si 15.028 12.241 19.309 0.005 -0.003 0.049
Si 1.306 -1.244 19.227 -0.033 -0.005 0.081
Si 3.993 1.449 19.064 -0.021 -0.008 0.034
Si 6.935 3.997 18.747 0.02 -0.009 0.031
Si 4.054 6.778 19.115 0.051 0.012 0.091
Si 6.698 9.486 19.054 0.012 0.004 0.067
Si 4.031 12.206 19.056 0.022 -0.028 0.072
Si 6.761 -1.346 18.886 -0.038 0.007 0.027
Si 9.485 1.376 18.921 -0.034 -0.013 0.079
Si 12.174 4.15 19.042 0.021 -0.028 0.046
Si 9.531 6.699 19.247 -0.007 -0.013 0.102
Si 12.251 9.497 18.949 -0.03 0.029 -0.003
Si 9.321 12.235 18.929 -0.23 -0.39 -0.356
Si 12.485 -1.277 18.957 0.036 0.037 0.023
Si 14.198 -0.381 20.275 0.289 -0.155 -0.585
Si 0.461 2.36 20.228 0.008 0.016 0.015
Si 13.071 5.956 20.262 -0.001 -0.025 -0.034
Si 0.493 7.586 20.368 0.003 -0.07 0.056
Si 13.299 11.015 20.428 0.358 -0.21 -0.684
Si -0.464 -2.158 20.558 -0.174 0.047 -0.674
Si 2.193 0.656 20.407 -0.127 0.107 -0.62
Si 5.752 2.571 20.133 -0.213 0.014 -0.668
Si 2.201 5.829 20.212 -0.207 0.223 -0.531
Si 5.186 8.372 20.456 0.114 -0.225 -0.788
Si 2.965 10.573 20.403 -0.145 0.115 -0.777
Si 5.633 13.441 20.23 -0.163 0.052 -0.652
Si 7.851 0.25 20.189 0.183 -0.043 -0.675
Si 10.39 3.133 20.174 0.027 0.05 0.036
Si 8.576 4.714 20.263 0.254 0.056 -0.525
Si 11.45 7.703 20.265 -0.028 -0.193 -0.577
Si 7.751 11.156 20.283 0.141 -0.167 -0.744
Si 11.507 -2.65 20.491 0.295 0.353 -0.449
Si 14.258 0.426 25.728 0.001 -0.001 0.029
Si 5.362 2.416 24.547 0.011 -0.075 -0.171
Si 4.6 7.507 25.883 0.102 -0.087 -0.026
Si -0.379 3.187 22.246 0.184 -0.282 -0.553
Si -0.023 7.524 22.696 0.226 0.092 -0.658
Si 13.614 1.217 22.914 0.068 -0.032 -0.167
Si 0.86 -0.209 25.425 -0.004 -0.079 0.024
Si 1.767 5.014 23.123 -0.112 -0.007 -0.164
Si -0.073 7.062 27.257 0 0.006 0.014
Si 6.447 4.189 22.462 0.188 0.004 -0.221
Si 2.538 11.741 23.235 0.024 -0.036 -0.048
Si 9.466 1.797 26.571 0.093 0.079 0.024
Si 8.884 0.067 23.01 0.02 0.012 -0.213
Si 10.785 2.559 22.384 -0.046 0.035 -0.641
Si 9.962 4.228 24.74 0.107 -0.018 0.031
Si -0.056 9.277 25.152 0.126 -0.066 -0.029
Si 12.037 9.545 22.595 0.087 -0.177 -0.184
Si 2.858 1.925 30.332 -0.124 -0.063 0.177
Si 4.69 -2.225 23.056 -0.016 0.065 -0.063
Si 12.186 1.201 27.583 -0.06 0.04 0.043
Si 6.522 -2.721 25.384 -0.016 -0.077 0.013
Si -0.549 2.779 28.896 0.015 0.012 -0.017
Si 5.923 -3.203 32.211 -0.344 0.104 0.679
Si 3.689 4.64 29.741 -0.066 0.033 0.165
Si 6.341 5.996 29.866 0.08 0.061 0.178
Si 0.791 -2.407 29.967 -0.021 0.059 -0.035
Si 8.863 11.58 25.608 -0.049 0.083 -0.039
Si 11.351 8.821 28.218 -0.057 -0.015 0.138
Si 7.176 7.628 27.587 -0.077 -0.026 -0.074
Si -1.384 -3.785 28.387 -0.017 0.023 0.005
Si 0.045 -2.829 23.719 -0.023 0.167 -0.236
Si 13.464 4.468 32.495 0.325 -0.133 0.539
Si 9.137 1.868 31.817 -0.015 -0.09 0.128
Si 10.549 -2.333 23.227 0.032 -0.024 -0.059
Si 14.568 11.833 25.46 0.043 0.075 -0.007
Si 11.529 8.321 25.28 -0.054 -0.063 0.026
Si 13.967 5.686 22.392 -0.387 0.072 -0.501
Si 8.718 7.026 24.874 0.009 -0.023 0.047
Si 2.151 4.164 32.192 0.265 -0.07 0.554
Si -0.77 -3.191 32.503 0.172 -0.193 0.591
Si 11.303 -3.306 31.751 0.03 0.105 0.004
Si 4.416 0.785 32.645 -0.188 0.482 0.404
Si 13.479 10.91 32.336 0.166 -0.329 0.596
Si 1.671 4.702 27.781 -0.129 -0.019 0.028
Si 9.428 11.211 22.784 -0.014 -0.007 -0.017
Si 9.718 10.995 30.019 0.085 0.007 0.053
Si 0.898 0.243 28.446 0.06 0.068 -0.035
Si 2.652 9.98 31.275 -0.007 0.035 0.167
Si 13.874 9.8 29.623 -0.015 -0.004 0.012
Si 14.503 1.839 31.635 -0.035 -0.139 0.156
Si 6.181 7.131 23.239 0 -0.063 -0.106
Si 3.581 4.601 25.647 -0.176 0.023 -0.024
Si -0.336 6.097 31.847 -0.08 0.098 0.189
Si 11.237 5.969 29.106 -0.092 -0.02 -0.04
Si 7.122 0.234 25.446 0.073 -0.015 -0.137
Si 14.007 5.111 27.801 0.096 0.01 -0.019
Si 11.695 -3.533 25.798 -0.019 0.088 -0.026
Si 5.372 8.322 31.591 0.034 -0.058 0.219
Si 7.682 10.373 32.267 0.223 -0.089 0.697
Si 7.347 -0.555 32.52 0.389 -0.093 0.475
Si 7.527 10.485 28.105 0 0.078 0.084
Si 13.104 -1.56 27.62 0.067 0.108 0.006
Si 3.573 -3.601 30.029 0.065 -0.086 0.209
Si 13.251 -0.972 32.276 -0.291 0.293 0.513
Si 12.659 5.487 25.222 -0.043 0.011 -0.168
Si 0.338 8.277 29.849 0.005 0.022 0.069
Si 4.816 11.819 27.389 0.074 -0.075 -0.062
Si 10.818 6.101 32.065 -0.158 0.141 0.087
Si 2.833 10.013 25.693 0.074 0.061 -0.056
Si 10.346 2.987 29.088 0.099 -0.009 -0.016
Si 8.013 4.635 32.26 -0.306 0.161 0.643
Si 3.211 0.479 23.474 -0.029 0 -0.136
Si 14.967 1.346 8.165 -0.022 0.004 -0.008
Si 1.367 4.082 8.174 0.019 0.01 -0.005
Si 14.94 6.8 8.16 -0.01 -0.03 0.01
Si 1.346 9.513 8.153 -0.015 -0.015 0.002
Si 14.963 12.243 8.144 0.019 0.024 0.008
Si 1.375 14.961 8.138 0 0.009 0.01
Si 4.071 1.337 8.154 -0.024 -0.016 0.004
Si 6.781 4.07 8.164 -0.013 -0.019 -0.001
Si 4.074 6.811 8.162 0.016 0.008 0.003
Si 6.807 9.543 8.162 0.031 0.016 0.006
Si 4.073 12.247 8.152 -0.001 -0.013 -0.001
Si 6.813 14.95 8.16 0.003 0.008 -0.007
Si 9.53 1.357 8.17 0.023 0.018 -0.002
Si 12.265 4.086 8.17 0.029 0.025 0.005
Si 9.508 6.803 8.18 -0.017 -0.016 -0.002
Si 12.239 9.539 8.153 0.013 0.008 -0.002
Si 9.507 12.235 8.157 -0.024 -0.019 0.014
Si 12.233 14.943 8.161 -0.018 -0.01 0.004
Si 13.597 -0.012 9.514 0.015 -0.009 0.005
Si 0.002 2.717 9.521 0 0.002 0.005
Si 13.604 5.445 9.54 -0.015 -0.008 0.013
Si -0.009 8.156 9.518 0 0 0.001
Si 13.6 10.89 9.517 -0.001 -0.002 0.003
Si 0.006 13.601 9.496 -0.002 -0.008 0.003
Si 2.718 -0.01 9.522 0.001 0.004 0.002
Si 5.427 2.705 9.519 0.007 0.007 -0.004
Si 2.719 5.45 9.529 -0.006 -0.001 0.007
Si 5.441 8.174 9.511 0.001 0.007 -0.002
Si 2.71 10.881 9.504 -0.003 0.003 0.009
Si 5.445 13.594 9.516 0.011 0.006 0.004
Si 8.17 -0.009 9.526 -0.002 0.004 0.002
Si 10.895 2.721 9.518 -0.004 0.001 -0.003
Si 8.142 5.436 9.519 0.001 -0.001 0.004
Si 10.884 8.172 9.517 0.001 -0.006 0.004
Si 8.162 10.883 9.533 -0.007 -0.004 0.001
Si 10.872 13.59 9.524 0.006 -0.005 -0.003
Si 14.963 -1.369 10.864 -0.001 0.001 0
Si 1.351 1.349 10.879 0.008 -0.007 0.003
Si 14.975 4.083 10.886 0.002 -0.001 -0.002
Si 1.358 6.81 10.892 -0.009 0.002 0.009
Si 14.951 9.518 10.877 0.006 -0.004 0
Si 1.349 12.236 10.864 -0.008 0.008 -0.003
Si 4.086 -1.366 10.873 -0.002 -0.004 0
Si 6.805 1.356 10.875 -0.007 -0.004 -0.003
Si 4.072 4.076 10.877 0.005 -0.001 -0.001
Si 6.793 6.807 10.873 -0.003 -0.007 -0.001
Si 4.075 9.53 10.868 0.004 -0.002 -0.005
Si 6.793 12.233 10.889 0.014 -0.011 -0.003
Si 9.519 -1.374 10.896 0.005 0 -0.003
Si 12.246 1.352 10.879 0 0.017 -0.005
Si 9.521 4.084 10.864 -0.003 0.006 -0.006
Si 12.238 6.812 10.885 0.008 -0.008 0.008
Si 9.531 9.528 10.884 -0.006 0.01 -0.001
Si 12.242 12.242 10.888 -0.012 0.003 0
Si -0.005 -0.02 12.237 -0.019 -0.001 -0.006
Si 2.702 2.718 12.23 -0.013 -0.014 -0.001
Si -0.002 5.454 12.255 0.011 -0.009 0.005
Si 2.727 8.181 12.244 0.018 0.015 -0.01
Si -0.007 10.876 12.232 -0.008 0 0.002
Si 2.712 13.594 12.216 0.009 -0.001 0
Si 5.448 -0.007 12.23 0.009 0.012 0.004
Si 8.172 2.724 12.226 0.015 0.017 -0.01
Si 5.428 5.447 12.228 -0.001 -0.007 0.004
Si 8.165 8.163 12.226 0.014 0.001 0.002
Si 5.42 10.882 12.246 0.002 0.007 -0.008
Si 8.161 13.572 12.255 -0.026 -0.015 -0.006
Si 10.886 -0.009 12.244 0 -0.007 0.004
Si 13.619 2.708 12.229 0.004 0.008 0.002
Si 10.867 5.449 12.228 -0.009 -0.007 -0.002
Si 13.599 8.164 12.254 -0.022 -0.009 0.002
Si 10.89 10.881 12.255 0.006 0.001 0
Si 13.611 13.605 12.24 0.016 0.008 -0.006
O 9.499 12.824 22.817 -0.428 0.327 -0.02
O 13.476 0.447 24.317 -0.308 -0.376 0.03
O 1.142 12.307 23.802 -0.236 -0.379 0.051
O 12.34 12.301 20.718 -0.169 0.057 0.018
O -0.132 -2.341 22.172 -0.097 0.005 0.135
O 4.165 1.773 23.651 0.062 0.251 -0.138
O 5.396 3.589 21.37 -0.407 0.289 0.124
O 7.873 4.562 21.764 0.057 0.215 0.539
O 13.364 10.167 21.856 0.513 0.072 0.57
O 6.684 12.306 20.769 0.16 -0.084 0.393
O 6.625 -1.213 25.94 -0.139 0.145 0.313
O 8.472 -0.435 21.53 -0.053 -0.508 0.142
O 6.758 1.383 20.687 -0.068 -0.094 0.326
O 10.93 1.097 26.557 0.096 -0.193 -0.432
O 11.482 8.21 21.842 -0.047 -0.095 0.521
O 10.907 10.679 22.488 -0.034 0.44 -0.207
O 10.409 3.889 23.229 0.09 0.322 -0.047
O 14.471 -1.984 32.626 0.015 0.147 0.086
O 7.177 5.323 31.062 -0.198 0.05 -0.071
O 13.069 5.265 23.675 -0.299 -0.388 0.055
O 10.101 -3.01 32.794 -0.168 0.275 -0.4
O 12.124 -1.899 31.473 -0.051 0.295 -0.207
O -0.886 2.295 30.4 0.112 -0.195 -0.133
O 5.879 5.55 23.102 -0.363 -0.101 0.152
O 8.37 0.428 31.69 0.208 -0.234 -0.586
O 1.959 2.69 31.48 -0.654 -0.167 0.245
O -0.396 7.273 32.96 0.072 0.09 -0.265
O 8.016 3.008 32.128 -0.422 -0.217 -0.036
O -1.051 9.08 29.953 -0.01 -0.16 0.125
O 12.035 5.199 32.58 -0.074 -0.192 0.422
O 4.053 1.171 31.116 0.47 -0.26 -0.391
O 11.559 -2.805 24.373 0.295 -0.147 -0.144
O 0.357 -2.617 31.504 0.312 0.021 0.086
O -0.245 1.366 28.151 -0.427 -0.032 -0.416
O 5.901 7.83 21.813 0.214 -0.192 -0.072
O -0.452 7.918 25.948 -0.166 -0.23 -0.274
O 9.782 1.392 22.881 -0.236 -0.094 0.297
O 5.194 7.447 32.934 -0.49 -0.203 -0.014
O 3.343 8.505 25.918 -0.538 -0.148 0.111
O 13.351 2.988 31.798 -0.597 -0.065 -0.206
O 6.946 -1.977 31.809 0.114 -0.199 -0.313
O 5.687 7.903 27.011 -0.169 0.439 0.322
O 2.883 11.307 30.397 -0.222 -0.162 -0.403
O 0.889 3.641 23.161 0.343 -0.5 0.593
O 10.531 9.874 29.155 0.151 -0.101 0.137
O 4.123 6.008 26.215 0.212 -0.039 0.383
O 10.257 1.811 32.985 0.331 0.248 -0.224
O 5.206 7.668 24.396 -0.294 0.371 -0.2
O 3.61 10.947 26.759 -0.156 -0.056 0.442
O 0.727 4.941 32.22 -0.245 -0.239 0.082
O 10.779 7.282 28.256 -0.481 -0.184 -0.487
O 0.033 -3.571 29.131 0.129 -0.489 -0.224
O 3.525 3.067 29.416 0.314 -0.053 -0.414
O 0.863 5.794 26.905 0.165 0.002 -0.419
O 13.772 4.885 26.214 0.215 -0.226 -0.232
O 8.421 11.396 29.109 -0.122 0.352 -0.231
O 8.436 10.625 21.664 0.074 -0.339 0.217
O 3.281 4.939 31.291 0.501 0.525 0.316
O 1.225 9.976 25.861 -0.249 0.226 0.179
O 0.844 6.317 23.368 -0.027 0.073 0.276
O 7.551 0.264 23.885 -0.281 0.145 -0.31
O 8.889 5.421 24.764 -0.332 -0.058 0.12
O 0.34 -0.981 29.348 -0.375 0.081 0.131
O 4.096 9.503 20.922 -0.154 -0.03 0.524
O 11.927 -2.465 26.985 -0.408 0.108 0.237
O 4.049 9.192 31.361 0.144 0.033 -0.176
O 10.562 7.424 32.948 -0.094 0.408 -0.294
O 6.539 3.051 23.613 0.549 -0.144 0.007
O 12.449 -0.241 28.312 0.054 -0.068 0.672
O 13.976 -2.483 28.628 -0.061 0.024 0.614
O 5.577 7.329 30.35 -0.362 0.122 -0.299
O 0.77 3.709 28.694 0.295 -0.031 0.097
O 14.98 12.842 24.257 -0.554 -0.013 -0.141
O 9.738 -1.063 23.769 -0.166 0.181 0.591
O 13.526 1.509 26.708 0.314 0.612 -0.121
O 3.272 -0.35 33.02 -0.191 -0.117 -0.251
O 6.855 11.779 32.227 -0.127 0.11 0.112
O 2.03 0.516 24.579 -0.094 0.504 0.122
O 13.697 0.11 21.751 -0.088 -0.32 0.206
O 6.018 -2.668 23.852 0.533 -0.26 -0.242
O 3.111 10.573 24.194 0.475 -0.358 -0.218
O 2.522 5.216 21.706 0.227 -0.421 0.119
O 8.928 10.732 24.236 -0.251 -0.696 -0.024
O 12.97 11.806 25.682 -0.171 -0.614 -0.141
O 11.39 -1.903 21.921 0.454 0.58 0.139
O 11.221 6.58 30.594 0.359 0.488 -0.005
O 5.461 -3.564 26.252 -0.275 0.045 -0.102
O 2.274 11.199 21.737 -0.567 0.2 0.001
O 9.062 10.418 31.394 0.474 -0.242 0.247
O 2.543 3.906 26.679 -0.203 -0.681 0.051
O 0.684 8.049 28.291 0.388 0.319 -0.175
O 7.615 8.914 28.474 0.064 -0.107 0.758
O 2.564 0.446 21.992 0.028 -0.005 0.088
O -0.497 0.683 25.433 0.131 0.457 -0.36
O 12.476 7.049 25.589 0.44 0.05 0.135
O 5.928 1.302 25.561 -0.238 0.086 0.551
O 14.534 5.393 31.674 -0.289 0.272 -0.553
O 11.299 9.186 26.634 -0.282 0.424 -0.251
O 9.924 2.319 30.488 0.113 0.032 -0.098
O 5.047 -2.027 21.494 0.001 0.593 -0.001
O 12.274 9.202 24.147 0.251 0.093 0.172
O 8.147 7.38 26.335 0.102 -0.133 0.192
O 6.683 9.254 31.662 0.149 -0.375 -0.252
O 5.924 0.208 32.681 0.137 0.111 0.256
O 0.148 6.807 30.494 0.051 -0.323 -0.414
O 8.142 10.593 26.63 -0.13 -0.273 -0.362
O 4.205 -3.593 28.556 -0.007 0.464 0.046
O 13.811 0.358 31.462 0.097 -0.073 -0.342
O 15.046 10.323 25.173 -0.296 -0.207 -0.26
O 14.726 7.077 22.798 -0.337 0.4 0.338
O 10.673 -4.05 30.43 -0.033 0.293 -0.311
O 2.664 5.469 28.805 -0.046 0.622 0.236
O 4.111 -0.852 23.668 0.055 -0.163 0.642
O 11.285 4.697 25.545 0.05 -0.094 0.608
O 5.978 10.925 28.077 -0.062 -0.137 0.124
O 9.534 5.145 32.09 0.35 -0.041 -0.004
O 10.022 13.282 19.989 -0.339 0.073 0.195
O 2.062 0.93 29.347 0.038 -0.182 0.004
O 3.587 12.945 23.184 0.079 0.102 -0.04
O -0.845 1.88 32.945 0.221 -0.005 -0.136
O 0.232 8.849 23.605 -0.007 0.318 -0.231
O 2.175 10.367 32.767 0.085 -0.182 -0.082
O 10.121 7.791 24.681 -0.09 0.121 -0.327
O 12.334 2.167 22.674 -0.06 0.303 -0.263
O -1.503 11.776 31.94 0.405 -0.352 -0.533
O 4.739 -3.278 31.103 0.012 0.206 -0.13
O 12.679 5.477 28.616 0.172 0.031 0.188
O -1.059 12.374 26.817 0.388 0.23 -0.083
O 1.52 9.078 30.578 0.011 -0.186 -0.164
O 13.113 10.016 31.038 -0.633 -0.503 0.034
O 7.705 7.446 23.685 0.148 0.554 -0.281
O 1.341 -0.338 26.986 0.299 -0.22 0.03
O 5.209 4.967 29.398 0.023 -0.38 -0.321
O 14.979 2.093 22.95 0.164 -0.095 0.37
O 4.811 3.604 25.466 0.217 0.139 0.464
O 14.161 11.22 28.909 -0.415 0.205 0.009
O 2.4 -2.492 29.969 0.266 0.322 -0.219
O 0.529 -1.621 24.688 0.116 -0.036 0.262
O 2.889 4.892 24.235 0.244 0.178 -0.145
O 9.253 2.518 27.997 -0.637 0.259 -0.053
O 7.981 -3.399 25.443 0.357 0.302 -0.089
O 10.338 11.98 26.119 0.198 -0.257 0.198
O -1.365 6.409 27.974 -0.314 0.469 0.372
O 9.336 2.911 25.416 -0.293 -0.196 -0.302
O 15.064 4.538 22.045 0.075 0.288 -0.139
O 12.903 8.888 28.704 0.223 -0.322 -0.23
O 8.361 0.66 26.374 0.118 -0.433 0.273
O 7.253 6.357 28.585 0.627 -0.418 -0.242
O 11.804 2.368 28.649 0.446 0.043 0.384
O 12.276 -4.337 32.547 -0.243 0.112 0.223
O 10.336 4.614 29.1 -0.459 0.004 -0.08
O 14.083 -1.031 26.427 0.314 -0.289 -0.135
O 14.577 3.71 28.361 -0.28 -0.171 -0.02

Results
total energy: -105602.250 eV
total energy less fixed offsets of O -438.35, Si -107.03 eV per atom: -3.900 eV
